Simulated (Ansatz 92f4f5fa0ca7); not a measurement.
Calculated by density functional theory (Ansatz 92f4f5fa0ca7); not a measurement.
Periodic cell of 210 atoms, Si128O78As4, from a study of silicon, its oxide and their interface. The atomic structure is a simulated model.
Doubt: the cutoff is far below the 930 eV that the study's wrapper takes by default for these files, so forces and energies are approximate.
This geometry differs little from another in the collection (a relaxation step or a small displacement).

Settings: functional PBE; potential files Ansatz PAW; basis plane waves; wave-function cutoff 580 eV; density cutoff ratio 5; exchange-correlation grid ratio 1; k mesh 1 x 1 x 1, Gamma-centred; self-consistency stop 5e-08 eV per atom in the density residual; occupations fixed; spin none; net charge 0.

Cell vectors (angstrom)
a	10.938	0	0
b	0	10.938	0
c	0	0	31.7194

Atoms: element, x, y, z (angstrom)
As	-0.4734	0.435	24.1272
Si	6.0005	-0.4667	24.369
Si	2.1699	3.2836	24.2679
As	8.6266	2.2805	24.1286
Si	0.3998	4.9131	24.3482
Si	4.9531	6.025	24.4596
Si	3.2806	7.7683	24.4683
Si	7.701	8.6763	24.3068
Si	1.2772	1.423	25.5066
Si	6.9435	1.3201	25.599
Si	4.0453	4.1096	25.4871
Si	9.57	3.9879	25.5957
Si	1.3481	6.8111	25.4638
Si	6.8177	6.8955	25.6036
Si	4.1709	9.5974	25.6223
Si	9.5045	9.6451	25.5429
Si	2.705	0.0353	26.8748
Si	8.2123	-0.0157	27.0177
Si	0.0105	2.7265	26.9974
Si	5.4737	2.7317	26.8574
Si	2.7104	5.4755	26.9313
Si	8.203	5.4557	26.8914
Si	-0.013	8.2179	26.8491
Si	5.4753	8.2193	27.0187
Si	4.1018	1.3673	28.3012
Si	9.5708	1.3673	28.3012
Si	1.3673	4.1018	28.3012
Si	6.8362	4.1018	28.3012
Si	4.1018	6.8362	28.3012
Si	9.5708	6.8362	28.3012
Si	1.3673	9.5708	28.3012
Si	6.8362	9.5708	28.3012
Si	0	0	29.6684
Si	5.469	0	29.6684
Si	2.7345	2.7345	29.6684
Si	8.2035	2.7345	29.6684
Si	0	5.469	29.6684
Si	5.469	5.469	29.6684
Si	2.7345	8.2035	29.6684
Si	8.2035	8.2035	29.6684
Si	1.3673	1.3673	31.0357
Si	6.8362	1.3673	31.0357
Si	4.1018	4.1018	31.0357
Si	9.5708	4.1018	31.0357
Si	1.3673	6.8362	31.0357
Si	6.8362	6.8362	31.0357
Si	4.1018	9.5708	31.0357
Si	9.5708	9.5708	31.0357
Si	2.7345	0	0.6835
Si	8.2035	0	0.6835
Si	0	2.7345	0.6835
Si	5.469	2.7345	0.6835
Si	2.7345	5.469	0.6835
Si	8.2035	5.469	0.6835
Si	0	8.2035	0.6835
Si	5.469	8.2035	0.6835
Si	4.1018	1.3673	2.0507
Si	9.5708	1.3673	2.0507
Si	1.3673	4.1018	2.0507
Si	6.8362	4.1018	2.0507
Si	4.1018	6.8362	2.0507
Si	9.5708	6.8362	2.0507
Si	1.3673	9.5708	2.0507
Si	6.8362	9.5708	2.0507
Si	0	0	3.418
Si	5.469	0	3.418
Si	2.7345	2.7345	3.418
Si	8.2035	2.7345	3.418
Si	0	5.469	3.418
Si	5.469	5.469	3.418
Si	2.7345	8.2035	3.418
Si	8.2035	8.2035	3.418
Si	1.381	1.338	4.8386
Si	6.8434	1.3422	4.7158
Si	4.0996	4.1146	4.8479
Si	9.5433	4.1463	4.7356
Si	1.3896	6.8131	4.7261
Si	6.8399	6.82	4.8684
Si	4.0914	9.5795	4.7212
Si	9.594	9.5607	4.8442
Si	2.7849	-0.0765	6.1964
Si	8.1487	-0.0091	6.1546
Si	-0.0648	2.7526	6.0771
Si	5.5191	2.6902	6.1262
Si	2.6995	5.5248	6.197
Si	8.2785	5.4793	6.2716
Si	0.1406	8.1933	6.1439
Si	5.3467	8.1955	6.1269
Si	4.6636	0.8468	7.3487
Si	9.0596	1.8526	7.2827
Si	0.8275	4.5387	7.3111
Si	7.3022	3.6043	7.3634
As	3.6535	7.2673	7.6231
Si	10.2387	6.3813	7.3903
As	1.8284	9.1313	7.6243
Si	6.2835	10.0044	7.2981
O	6.6933	3.9454	8.8817
O	9.6261	1.3846	8.7652
O	4.6836	0.9601	9.0453
O	6.4753	7.2616	15.9069
O	10.4745	6.5975	9.0727
O	0.7792	4.2814	8.9854
O	18.4824	6.4832	20.6803
O	2.2102	3.285	22.5634
O	3.3837	8.0868	22.8107
O	5.1346	6.0498	22.7797
O	5.6306	0.0249	22.8369
O	8.0487	8.1788	22.7427
Si	3.2581	9.3964	11.8353
Si	-9.1372	0.1559	15.6216
Si	8.0332	0.0826	16.8013
Si	-3.3482	-0.0076	12.0255
Si	-2.1635	5.5716	11.9522
Si	0.8613	3.7608	21.7079
Si	0.8099	9.3337	13.2747
Si	12.1721	4.909	18.6759
Si	4.8655	7.1562	16.0885
Si	5.3169	10.6727	9.9612
Si	1.1745	1.9573	18.0214
Si	-3.5887	7.9868	21.276
Si	-1.5074	5.9666	17.4269
Si	5.4581	-7.8017	20.0258
Si	3.7016	9.7308	17.4358
Si	9.0695	12.3488	14.3598
Si	-14.0052	-2.8562	16.0022
Si	5.441	0.6277	21.3581
Si	9.3947	-9.3322	10.3466
Si	-7.6559	11.9061	13.3477
Si	7.0454	5.5142	19.466
Si	15.433	7.2975	21.898
Si	0.5734	2.172	12.4457
Si	4.0269	5.6438	19.4402
Si	5.3526	15.2018	15.4837
Si	2.6713	-10.8023	19.8465
Si	-3.8788	14.7609	10.4578
Si	5.4101	12.543	17.1912
Si	-2.487	4.4087	14.9809
Si	-6.2378	-7.4843	12.5095
Si	8.807	8.4404	13.0207
Si	-0.1035	22.9535	20.4937
Si	2.8882	7.2661	13.6504
Si	-8.887	4.8192	12.2383
Si	8.1704	-0.3483	19.9278
Si	22.0827	5.424	10.0337
O	1.6173	9.5915	11.8532
O	-3.3631	-1.564	12.5119
O	1.4713	5.7784	11.0293
O	-2.1119	0.2173	10.9818
O	10.8955	-5.1075	18.1731
O	-5.3779	16.9421	18.8702
O	-7.157	-0.5547	13.0369
O	3.3935	4.048	11.7362
O	5.4151	13.1067	18.7164
O	8.9711	7.5104	17.0843
O	-6.5063	8.2666	17.2426
O	3.998	7.5744	14.7814
O	-8.423	12.3803	18.8378
O	3.0189	-1.1786	18.9285
O	4.5987	5.5264	16.24
O	6.3112	-1.1432	8.9785
O	-0.0086	2.3813	21.4831
O	-2.6591	2.7587	10.6347
O	1.4499	7.9914	13.9469
O	-1.978	7.1682	12.0436
O	4.6259	11.0867	17.1989
O	-0.7532	-1.6599	12.904
O	-4.7624	0.2705	11.2468
O	3.9402	0.2278	20.852
O	1.1006	-6.4551	20.2618
O	-13.6458	16.3236	18.3684
O	0.9387	14.6738	12.7518
O	-3.083	11.8833	13.3425
O	-8.441	5.7013	13.5275
O	14.9735	-1.1732	10.4591
O	-3.4883	5.287	11.0557
O	0.084	4.8457	22.6829
O	10.8125	1.6459	18.9571
O	1.9801	12.2935	12.4428
O	-1.7643	11.3401	15.6601
O	2.6785	5.6913	18.4924
O	-1.4604	5.1597	16.0053
O	3.7026	6.7201	20.6116
O	2.4714	-1.1133	16.3757
O	-3.5263	9.5776	16.4021
O	0.8973	-0.4645	14.4333
O	4.1527	-6.821	20.0118
O	3.5444	7.844	12.253
O	5.7295	8.276	21.4195
O	4.5142	12.8663	13.0063
O	-0.4751	1.5907	13.5414
O	0.9821	12.0673	16.6352
O	12.1618	0.081	20.6467
O	2.9341	1.1073	14.9291
O	12.2127	3.557	17.7446
O	8.7714	2.8415	15.0111
O	8.0846	8.984	20.2121
O	4.9182	-8.0917	16.2129
O	5.827	3.3449	11.368
O	6.7035	11.1448	20.3938
O	8.6389	-5.9952	13.4487
O	6.8329	-6.9287	20.0468
O	-3.9871	4.5411	15.5822
O	-0.1016	2.0016	10.978
O	5.0286	4.297	13.8712
O	9.9982	4.9321	11.0829
O	-5.4875	2.2597	21.3936
O	-1.5136	11.237	20.7754
O	8.581	7.9714	14.5494
O	-2.4332	10.8993	18.3602
O	6.9186	1.256	16.6929

Results
free energy: -145156.110 eV
free energy less fixed offsets of As -4856.12, O -568.88, Si -635.61 eV per atom: -0.910 eV

Forces (eV/angstrom), in the order of the atoms: element, x, y, z
As	-0.0017	0.0002	-0.011
Si	-0.0031	0.005	0.0054
Si	0.0011	-0.008	-0.0064
As	-0.0009	-0.0002	-0.008
Si	-0.0069	0.0066	0.002
Si	0.0057	-0.0076	0.0067
Si	-0.0056	0.0063	0.0106
Si	0.0044	0.0029	0.0061
Si	-0.0025	0.0003	0.0142
Si	0.0081	-0.0047	0.0092
Si	0.0096	0.0087	0.0033
Si	0.0047	-0.0039	0.0116
Si	0.006	0.0045	0.0018
Si	-0.0092	-0.0061	-0.0004
Si	-0.0028	-0.0088	-0.0022
Si	-0.0051	0.0066	0.0101
Si	0.0014	0.0049	-0.0002
Si	-0.0157	-0.0143	-0.0027
Si	0.0025	0.0053	-0.0063
Si	-0.0056	-0.0044	0.001
Si	-0.0039	-0.0022	0.0039
Si	0.006	0.0038	0.0017
Si	-0.0022	-0.0057	-0.0004
Si	0.0003	0.0032	0.0063
Si	-0.0418	0.1188	-0.4761
Si	0.151	-0.0836	0.5298
Si	0.1086	0.1471	0.314
Si	-0.1516	-0.003	-0.4025
Si	-0.1678	-0.112	0.226
Si	0.0731	0.0335	-0.4879
Si	-0.075	0.0192	-0.5338
Si	0.0325	-0.0144	0.7677
Si	-0.0742	0.047	0.0406
Si	0.0597	-0.07	0.0065
Si	0.032	0.09	0.0133
Si	0.0333	-0.0678	0.0006
Si	0.0717	-0.0152	-0.0019
Si	-0.0725	-0.0062	0.0188
Si	0.0367	-0.0726	0.0062
Si	-0.0641	0.0572	0.0347
Si	0.0343	-0.0698	-0.0304
Si	-0.0773	0.0618	0.0076
Si	0.0299	-0.034	-0.0111
Si	-0.0485	0.0578	0.0013
Si	-0.0627	0.0352	0.0207
Si	0.0331	-0.0283	-0.0263
Si	-0.0243	0.06	0.0099
Si	0.0947	-0.0631	-0.0183
Si	-0.0586	0.0398	0.0305
Si	0.0266	-0.0488	-0.0087
Si	0.0477	-0.051	-0.0198
Si	-0.0177	0.0681	0.0134
Si	0.0717	-0.0409	0.0013
Si	-0.0576	0.014	0.0265
Si	-0.0495	0.0834	0.014
Si	0.0558	-0.0822	-0.0137
Si	0.07	-0.028	-0.0244
Si	0.0085	0.0999	-0.0059
Si	-0.0903	0.0019	0.0045
Si	-0.0058	-0.0973	-0.0366
Si	-0.0039	0.1058	-0.006
Si	0.0665	-0.0293	-0.031
Si	-0.0155	-0.0896	-0.034
Si	-0.0666	0.05	-0.0047
Si	0.0455	-0.0653	0.3319
Si	-0.0139	-0.0166	-0.5583
Si	0.025	-0.0204	0.5074
Si	-0.043	0.1171	-0.4044
Si	-0.0977	0.0392	-0.4623
Si	0.1123	-0.0502	0.4428
Si	-0.0076	-0.0115	-0.507
Si	0.0119	-0.0874	0.5789
Si	-0.0003	-0.0045	0.0002
Si	-0.0016	-0.001	-0.0014
Si	0.0002	0.0052	0.0005
Si	0.0002	-0.0008	-0.0019
Si	-0.0078	-0.0095	0.0009
Si	-0.0043	0.0006	0.0006
Si	0.0035	0.0053	0.0021
Si	0.0034	0.0012	-0.0005
Si	0.0033	0.0003	-0.0067
Si	0.0013	0.0057	0.001
Si	-0.0024	0.0016	0.0004
Si	0.0048	0	-0.0005
Si	0.0002	0.0003	-0.0066
Si	-0.001	-0.0032	-0.0017
Si	0.0009	-0.0021	-0.0049
Si	0.0002	0.0025	-0.0035
Si	-0.0098	0.0015	-0.0035
Si	0.0057	-0.006	-0.0065
Si	0.0075	-0.0019	-0.004
Si	-0.0059	0.0045	-0.0018
As	-0.0001	-0.002	0.002
Si	0.0032	0.0064	-0.0007
As	-0.0035	-0.0015	0.0044
Si	0.0002	-0.0084	-0.0049
O	0.0055	-0.0011	0.0058
O	-0.0039	0.0054	0.0091
O	0.0034	0.0002	0.001
O	0.0034	0.0029	0.0008
O	-0.0018	-0.0028	-0.0019
O	-0.0036	0.001	0.0046
O	0.0016	0.0004	0.0037
O	0.0028	0.0043	0.0082
O	0.0026	-0.0016	-0.0023
O	-0.0006	0.0016	0.0023
O	0.0034	-0.0007	-0.0044
O	0.0013	-0.0029	0.0003
Si	0.0004	0.0007	-0.0046
Si	0.001	-0.001	0.0009
Si	-0.0011	-0.0003	0.0008
Si	-0.0017	-0.0009	-0.0035
Si	0.0051	0.0033	-0.0042
Si	-0.0057	-0.0012	-0.0106
Si	0.0007	0.0023	-0.003
Si	-0.0012	0.0001	0.0044
Si	0.0003	0.0004	0.0024
Si	-0.0041	-0.004	0.0097
Si	0.0003	-0.0007	0.0035
Si	0.0031	0.0008	-0.0051
Si	-0.0019	0.0011	0.0012
Si	0.002	-0.0019	0.0006
Si	0.0023	0.0005	0.0019
Si	0.0001	-0.0006	0.003
Si	-0.0023	-0.0018	0.0021
Si	0.0013	0.0009	0.0007
Si	-0.0014	-0.0017	-0.0009
Si	0.0013	0.0003	0.0005
Si	0.0017	-0.001	0.0011
Si	-0.0019	0.0002	-0.0075
Si	-0.0003	-0.0005	-0.0007
Si	-0.0002	0.0017	0.0023
Si	0.0019	-0.0005	0.0023
Si	0.0005	-0.0018	0.0008
Si	-0.0016	-0.0072	0.005
Si	0.0009	-0.0013	0.0017
Si	0.0018	-0.0081	0.0038
Si	0.0033	-0.0006	0.0009
Si	0.0119	-0.0037	-0.0088
Si	0.0007	-0.0009	0.0048
Si	-0.0004	0.0003	-0.0001
Si	-0.0008	0.0033	-0.0019
Si	0.0024	0.0018	0.0002
Si	0.0064	-0.0012	0.0118
O	-0.0016	0.0014	0.0065
O	0.0107	-0.0032	0.0021
O	-0.0032	-0.0021	-0.0016
O	0.0026	0.0062	-0.0012
O	0.0009	-0.0004	0.0004
O	0.0018	-0.0005	0.0004
O	0.0004	-0.0001	0.0018
O	0.0006	-0.0007	0.0019
O	0.0012	0.0021	0.0026
O	0.0017	-0.0043	0.0002
O	0.0004	0.0004	0.0006
O	-0.0009	0.0007	0.0018
O	0.0002	0	0.0013
O	-0.0002	0.0018	0.0018
O	0.0014	-0.0018	0.0001
O	0.0002	0.0016	0.0002
O	0.0032	0.0027	0.0027
O	-0.0038	0.0007	0.0011
O	0.0008	0.0016	0.0019
O	-0.0003	0.0078	0.0135
O	0.0017	0.0008	0.002
O	-0.0215	-0.0098	0.0045
O	0.0025	-0.0018	0.0014
O	0.0043	0.0009	0.003
O	-0.0002	0.0003	0.0026
O	0.0021	0.0021	-0.0019
O	-0.0003	-0.0005	0.0008
O	0.0041	-0.0008	0.0059
O	0.0003	0	0.001
O	0.0036	0.0032	0.0023
O	0.0038	0.0004	0.0038
O	0.0056	-0.001	0.0013
O	0.0015	0.0008	-0.0024
O	0	0.0032	0.0039
O	-0.0003	0.0042	-0.0024
O	0.001	0.0012	-0.0001
O	-0.005	-0.0027	-0.0007
O	0.0007	0.0024	0.0047
O	0.0016	0.0002	0.0012
O	0.0013	0.0007	0
O	0.0004	-0.0006	-0.0006
O	0.0009	-0.0013	0.0015
O	0.0009	-0.0004	0.0036
O	0.0015	0.0002	0.0031
O	-0.0003	0.0019	0.0016
O	-0.0012	0.0011	0.0011
O	0.0006	0.0018	0.0012
O	0.0036	-0.0008	-0.0001
O	0.0004	0.0007	0
O	0.001	0.0011	0.0005
O	-0.0066	0.0085	-0.0048
O	-0.0009	0.0004	0.004
O	0.0029	0.0031	-0.0003
O	0.0088	0.0074	-0.0058
O	-0.0025	-0.0001	0.0046
O	0.0012	-0.0031	0.0076
O	0	0.0005	0.0005
O	0.0051	0.0008	-0.0036
O	-0.003	-0.0011	0.0008
O	0.0006	-0.0005	0.0032
O	-0.0031	0.0031	-0.0001
O	0.0001	-0.0025	0.0008
O	-0.0016	-0.0014	-0.0008
O	0	0.0002	-0.0056
O	0.0003	-0.0006	0.0027
O	0.0019	-0.0006	0.0029

The program warned: the cutoff lies below the one the program advises for these potential files; the exchange-correlation potential is rough where the density is thin.
